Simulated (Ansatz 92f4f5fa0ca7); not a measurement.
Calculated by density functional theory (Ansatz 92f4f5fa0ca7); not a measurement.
Periodic cell of 148 atoms, Si92O56, from a study of silicon, its oxide and their interface. The atomic structure is a simulated model.

Settings
functional: r2SCAN
potential files: Ansatz norm-conserving
basis: plane waves
wave-function cutoff: 1300 eV
density cutoff ratio: 4
exchange-correlation grid ratio: 1
k mesh: 2 x 2 x 1, shifted by 0.5 0.5 0.5 of a step
self-consistency stop: 5e-08 eV per atom in the density residual
occupations: Fermi-Dirac, 0.05 eV
spin: none
net charge: 0

Cell vectors (angstrom)
a  10.88  0  0
b  0  10.88  0
c  0  0  21.2572

Atoms: element, x, y, z (angstrom)
Si  5.6256  0.0484  -1.839
Si  3.379  4.0857  0.7918
Si  3.1545  8.2389  -0.3517
Si  0.5116  12.2069  -0.4481
Si  7.0903  1.728  1.59
Si  8.6324  6.1048  -3.3936
Si  7.5893  5.7959  -0.9774
Si  7.0054  12.4704  -3.0911
Si  1.6209  2.072  1.3765
Si  3.4178  5.2432  -1.5702
Si  0.4198  7.2801  1.2285
Si  4.457  9.6205  1.4482
Si  6.2939  4.7052  -2.7199
Si  9.3888  4.8494  1.1954
Si  7.3807  7.9102  0.9086
Si  6.1313  10.4058  0.2057
Si  -0.0833  1.2707  3.3439
Si  3.4088  0.5906  2.3666
Si  -0.6075  9.1222  2.5698
Si  2.5472  5.6665  2.2348
Si  5.4141  3.3075  2.8397
Si  8.7595  -0.7519  4.3674
Si  5.4803  8.2381  3.1688
Si  7.4288  6.9498  3.2551
Si  0.8994  3.9547  3.2355
Si  4.4531  1.8536  4.0401
Si  1.1826  10.2773  3.6485
Si  3.907  6.6521  4.1274
Si  6.835  4.8367  3.5568
Si  8.5514  1.7144  3.8357
Si  6.4699  9.5302  4.7118
Si  9.6048  6.9102  4.4564
Si  -1.2598  1.1542  5.7792
Si  2.5833  2.6177  5.2275
Si  0.4321  5.4274  4.958
Si  3.28  9.3693  4.047
Si  5.439  0.3249  5.9874
Si  8.1022  3.1447  5.4962
Si  5.1711  5.1542  5.2413
Si  7.5577  7.8035  6.0223
Si  1.1807  1.1603  6.3692
Si  3.6332  4.0394  6.685
Si  2.1622  7.0547  5.511
Si  3.651  9.8067  6.3792
Si  6.9105  1.7398  7.1923
Si  9.8873  3.9369  6.4064
Si  6.7219  5.7484  6.8567
Si  9.5103  8.5807  7.4074
Si  0.8173  3.2995  7.6984
Si  1.7798  0.6944  8.6222
Si  1.191  9.0215  6.6126
Si  2.9705  6.0644  7.4829
Si  5.2435  2.7294  8.1664
Si  8.3572  0.1295  7.7015
Si  5.1189  6.1049  8.6462
Si  8.755  5.244  8.1087
Si  0.3077  2.7172  10.0145
Si  3.9333  0.8154  9.818
Si  0.6502  10.8647  10.8844
Si  10.0133  8.6082  12.4655
Si  4.7326  3.3679  10.5026
Si  8.3667  0.3771  10.7568
Si  5.1988  8.0795  10.6821
Si  9.8723  6.876  9.1017
Si  1.9714  2.4111  11.6755
Si  5.2333  -0.1184  11.4131
Si  1.0815  5.4737  8.86
Si  4.6302  7.5244  16.1886
Si  7.2567  -4.6858  13.6982
Si  8.9543  2.1875  11.6292
Si  7.4661  6.5872  11.5555
Si  3.7661  3.9215  13.4643
Si  1.9182  -2.1884  12.6666
Si  5.448  2.0448  13.7267
Si  3.3811  5.8436  11.8982
Si  3.0178  10.3249  15.339
Si  11.9836  4.4412  11.3284
Si  7.2603  4.8451  10.043
Si  -0.4905  5.3579  14.0946
Si  5.2818  8.0579  18.331
Si  -1.6592  14.6587  15.6893
Si  4.3289  1.9311  16.4648
Si  -1.3996  0.6778  16.4167
Si  7.7103  3.1373  13.8185
Si  13.866  12.5902  18.6566
Si  10.6657  7.2388  16.1871
Si  0.8848  9.7139  17.2354
Si  -7.1783  15.7872  16.769
Si  6.6497  18.2919  15.5637
Si  9.1725  3.284  20.9
Si  19.4042  -1.8234  14.9172
Si  12.8045  10.1424  19.3661
O  0.4194  6.4711  -6.4902
O  3.7201  -4.0841  -0.6661
O  0.6085  -0.3706  -0.7406
O  10.2247  2.2606  -0.9354
O  -5.7293  -5.9  -3.9813
O  2.514  -1.2004  -7.338
O  5.5296  12.2122  -3.9163
O  4.1975  22.7175  -1.2994
O  10.3394  6.4353  -3.8156
O  1.3775  17.6923  2.5511
O  4.7744  3.5741  1.3054
O  7.3906  9.3631  0.0151
O  10.4503  6.0245  0.8951
O  6.7965  6.9065  -0.2031
O  7.9286  13.2591  0.4049
O  4.7448  8.1171  9.0589
O  -8.7377  3.0759  13.2384
O  -4.1425  -0.0869  10.9934
O  4.76  0.7098  13.0879
O  2.3569  7.2251  12.2121
O  3.0797  8.9727  19.2826
O  10.1531  10.135  11.704
O  1.78  10.5857  16.2913
O  30.806  -4.5721  13.5668
O  1.2756  -9.937  12.0832
O  14.4155  6.2171  15.9182
O  14.7539  9.1614  15.9245
O  6.8874  7.6552  10.4199
O  10.1253  2.5163  16.0927
O  4.6973  9.2072  11.4998
O  8.8234  4.616  17.2188
O  -2.0504  6.4998  19.5073
O  8.5022  1.2813  17.5413
O  11.377  -2.423  13.4644
O  17.8233  4.6903  14.1404
O  -1.8116  11.1015  9.383
O  6.7488  3.1494  18.6129
O  -2.6425  14.1325  10.1994
O  6.8026  9.2416  15.4511
O  9.0465  -0.2197  15.2629
O  12.8098  -1.2529  11.1429
O  3.3712  2.1112  10.7701
O  11.0327  4.7755  12.7597
O  -6.048  6.7189  11.6496
O  10.2547  10.3723  17.4432
O  -7.0004  0.8161  15.3462
O  11.7652  -2.7625  16.8813
O  -5.2469  9.7265  18.3556
O  -2.3932  8.8362  13.2552
O  9.4923  8.0998  15.5423
O  1.5693  23.7177  19.6558
O  -7.0071  3.4177  15.8835
O  -3.3425  6.8045  16.8879
O  15.9867  15.8527  19.6602
O  13.6013  4.8201  18.1897
O  12.3013  7.9374  21.512

Results
free energy: -36741.108 eV
free energy less fixed offsets of O -463.61, Si -117.95 eV per atom: 72.452 eV
pressure: -1.63 GPa
stress xx, yy, zz, yz, xz, xy (GPa, positive in tension): 1.53, 0.63, 2.72, -0.34, -1.24, -0.12

Forces (eV/angstrom), in the order of the atoms: element, x, y, z
Si  -0.7832  3.2119  0.1729
Si  -3.4502  -0.3712  -2.2685
Si  -1.7151  0.4299  0.7203
Si  3.6575  -1.944  -1.9176
Si  -1.2756  -1.2688  1.5223
Si  3.4853  -0.6065  0.2476
Si  1.1419  -2.9191  -0.0909
Si  -1.2168  -0.5947  1.221
Si  1.0157  0.3965  1.8606
Si  2.5874  -0.3478  2.5094
Si  0.0312  2.2771  3.9626
Si  -1.2139  -1.3692  -0.3326
Si  -2.2558  0.245  0.6537
Si  -1.1551  0.2352  1.1524
Si  0.3073  1.6948  0.164
Si  1.6795  1.506  1.9267
Si  0.6309  1.7066  -0.7129
Si  -1.5853  0.0855  0.1074
Si  -0.3703  -0.6593  1.0831
Si  0.0888  -0.479  3.2682
Si  2.0941  0.456  -2.9731
Si  0.485  0.169  -0.4996
Si  -1.2936  -0.345  -0.8029
Si  1.7969  0.314  -0.3879
Si  1.1339  -0.9647  0.0647
Si  -1.0592  -2.6024  2.1478
Si  0.2231  -0.9389  0.1369
Si  0.1892  0.2148  -1.8577
Si  0.4627  -0.9957  1.1167
Si  -0.7148  -0.9605  -3.3598
Si  1.0674  0.3448  1.1156
Si  -1.5603  1.7897  -0.7783
Si  1.3639  -1.5032  1.7913
Si  -0.7055  0.5281  -1.2229
Si  -0.9202  -0.4391  0.7702
Si  -0.0946  0.0985  0.4377
Si  -0.1935  0.9044  -1.3282
Si  -2.6916  0.1176  -0.5827
Si  0.9041  -0.7248  0.2856
Si  1.2445  -0.217  -0.0031
Si  -0.4665  -0.5629  0.4237
Si  0.711  -1.3298  0.052
Si  -1.1403  0.3933  1.2927
Si  -0.7841  -0.2472  -0.056
Si  0.5555  0.3374  -1.4251
Si  1.6048  1.7312  1.315
Si  0.0682  1.1367  0.816
Si  -0.6383  0.3763  -0.6577
Si  -0.239  -0.4296  0.9871
Si  -0.5622  -0.319  0.881
Si  0.0539  0.6275  -0.5464
Si  0.1581  0.0503  1.1869
Si  -3.0874  0.8861  2.0182
Si  2.5424  -1.6859  0.8238
Si  -0.6119  1.6019  -0.4255
Si  -1.6578  -0.8312  -0.9495
Si  -1.7414  -0.4266  -1.199
Si  -0.222  0.7125  -2.6847
Si  2.3106  -2.0134  0.6988
Si  -1.0967  -1.1249  -0.7279
Si  0.9598  1.7749  -0.0678
Si  -2.4748  -2.6055  1.105
Si  2.4981  -7.1875  -6.0047
Si  1.3131  0.8738  0.2897
Si  -0.1759  -2.3902  2.4004
Si  -2.9218  1.438  3.1914
Si  -0.4632  -0.0021  0.5086
Si  -5.5233  2.8057  -0.1303
Si  3.2028  1.0136  1.0222
Si  0.5766  6.1679  -0.1284
Si  1.0936  0.6092  -2.7741
Si  -1.0629  -0.9465  -0.8515
Si  0.4571  3.314  -0.2164
Si  0.0785  1.3383  0.1318
Si  -0.4139  0.7819  0.3874
Si  0.049  -1.3409  -2.7394
Si  -1.1178  3.7066  0.5302
Si  1.4029  -3.462  -0.5494
Si  -2.6559  0.0595  -0.7111
Si  0.8818  0.9504  2.2622
Si  0.4332  0.8589  0.625
Si  -1.504  -0.1745  -0.5707
Si  2.6381  2.7297  4.3097
Si  -1.0819  -0.1394  0.3471
Si  -1.1874  -3.9717  3.7588
Si  2.838  -0.6242  -3.6375
Si  -0.9325  -0.7665  4.0472
Si  -1.5094  -2.8386  0.9822
Si  1.9829  1.5786  -0.222
Si  -2.5202  -0.0251  0.9032
Si  -4.8961  5.985  -2.6085
Si  -2.6474  2.2811  -3.2981
O  0.1274  0.2358  3.7546
O  -0.9184  -2.0091  -1.4438
O  1.5883  1.4008  -0.5405
O  -1.9927  -0.8243  -0.6189
O  5.3212  0.0964  1.2288
O  0.5356  -0.2311  -1.5632
O  1.4601  0.8091  -1.4314
O  0.7963  0.2539  -2.9613
O  -4.4482  -1.7704  2.2304
O  -0.3522  0.2398  -1.9711
O  1.0175  0.1354  0.2515
O  0.5537  -1.7991  1.4117
O  -0.1521  -0.5673  -1.6308
O  -1.3573  0.7955  0.6471
O  1.8993  1.2293  -1.8221
O  0.8224  -2.1907  2.6018
O  3.6006  0.0615  -0.8107
O  3.9195  -0.1572  -0.6143
O  2.0403  -2.0041  -4.0573
O  1.7439  -1.5338  0.0853
O  -0.1771  -1.373  3.9706
O  -0.3187  0.9821  -1.2471
O  -0.643  1.4007  -1.1966
O  -0.9294  -1.9237  0.9238
O  0.5733  1.6472  -0.2045
O  -0.1613  2.2017  -0.8615
O  2.5523  -4.4729  1.1921
O  -1.7107  1.3153  2.0532
O  -0.0321  -4.3547  0.1239
O  -0.5378  5.4525  3.873
O  -0.8804  -2.2691  -1.9952
O  0.2769  0.3491  -2.8551
O  -2.8855  0.4286  0.1906
O  -2.3505  1.2588  -2.2605
O  -0.1564  -1.5442  -0.6827
O  -0.8321  -0.3549  -2.5416
O  0.6642  -0.5739  -0.6968
O  -0.3939  0.0616  2.2652
O  3.8871  -4.0499  -0.6467
O  -1.3654  -1.8933  -3.2112
O  -2.1475  -1.0586  2.397
O  -0.0847  1.0499  1.2388
O  0.9152  -0.4488  -1.9256
O  -1.0804  -0.0359  -0.6313
O  0.4216  1.9217  -2.3354
O  -0.8066  0.7111  1.3137
O  1.8182  2.9728  -0.8018
O  -0.7333  -1.6923  -0.9394
O  1.4848  1.1482  1.6831
O  1.3402  -1.425  1.9928
O  2.2844  0.8489  -1.2773
O  -1.3915  1.5492  1.1049
O  -0.7319  1.2816  -0.4256
O  -1.543  -0.6378  0.1972
O  1.4391  1.0167  -0.6217
O  3.6232  1.1826  -3.3472
